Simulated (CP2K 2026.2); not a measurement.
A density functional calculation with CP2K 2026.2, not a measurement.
Periodic cell of 654 atoms, Si398O256, from a study of silicon, its oxide and their interface. The atomic structure is a simulated model.
Doubt: the forces sum to 4.37 eV/angstrom along one axis rather than to zero, so they err by at least 0.0067 eV/angstrom per atom on average; the grid cutoff is modest.

Settings
functional: PBE
method: Gaussian and plane waves
basis set: DZVP-MOLOPT-SR-GTH
pseudopotentials: GTH-PBE
grid cutoff: 350 Ry, relative cutoff 50 Ry
k points: Gamma only
occupations: fixed
spin: none
net charge: 0

Cell vectors (angstrom)
a	16.4025	0	0
b	0	16.4025	0
c	0	0	42.2917

Atoms: element, x, y, z (angstrom)
Si	0.392	16.155	0.213
Si	2.153	3.221	42.241
Si	0.042	5.608	0.438
Si	2.247	8.889	0.148
Si	0.076	11.069	0.349
Si	2.634	13.81	0.083
Si	6.061	0.052	42.228
Si	8.877	2.345	0.289
Si	5.385	4.991	41.704
Si	8.507	7.822	42.003
Si	5.458	10.99	42.141
Si	7.908	13.96	42.118
Si	11.059	0.221	0.107
Si	13.999	2.764	0.388
Si	11.001	5.758	42.11
Si	14.296	7.86	42.188
Si	11.031	11.01	41.751
Si	14.347	13.35	42.267
Si	1.393	1.501	1.429
Si	4.124	4.009	1.163
Si	1.48	7.039	1.512
Si	4.096	9.724	1.364
Si	1.555	12.336	1.604
Si	4.312	15.189	1.172
Si	7.178	1.294	1.565
Si	9.928	4.134	1.338
Si	6.84	6.6	0.959
Si	9.578	9.667	0.945
Si	6.818	12.394	1.233
Si	9.717	14.966	1.181
Si	12.499	1.377	1.552
Si	15.144	4.224	1.747
Si	12.502	6.923	1.25
Si	15.121	9.529	1.438
Si	12.498	12.186	1.036
Si	15.183	14.971	1.494
Si	0.079	2.743	2.916
Si	2.914	0.099	2.643
Si	0.076	8.284	2.89
Si	2.907	5.514	2.651
Si	0.138	13.677	2.881
Si	2.896	10.989	2.897
Si	5.564	2.692	2.641
Si	8.456	16.261	2.806
Si	5.535	8.14	2.472
Si	8.286	5.427	2.527
Si	5.533	13.758	2.659
Si	8.254	10.959	2.482
Si	11.142	2.784	2.83
Si	13.775	16.33	2.825
Si	10.999	8.33	2.484
Si	13.671	5.587	2.863
Si	11.093	13.562	2.498
Si	13.678	10.904	2.661
Si	1.51	4.174	4.107
Si	4.231	1.397	4.095
Si	1.468	9.637	4.2
Si	4.247	6.872	4.02
Si	1.533	15.127	4.119
Si	4.244	12.413	4.14
Si	6.928	4.104	3.983
Si	9.719	1.371	4.112
Si	6.905	9.549	3.875
Si	9.62	6.897	3.896
Si	6.938	15.004	4.092
Si	9.651	12.275	3.918
Si	12.381	4.178	4.221
Si	15.103	1.335	4.196
Si	12.3	9.581	4.043
Si	15.089	6.902	4.196
Si	12.338	14.937	4.045
Si	15.077	12.265	4.102
Si	0.028	0.006	10.91
Si	2.762	2.739	10.921
Si	0.015	5.465	10.893
Si	2.751	8.192	10.896
Si	0.021	10.929	10.914
Si	2.763	13.669	10.913
Si	5.491	16.399	10.918
Si	8.207	2.736	10.92
Si	5.482	5.464	10.917
Si	8.195	8.192	10.918
Si	5.472	10.925	10.9
Si	8.209	13.668	10.909
Si	10.944	0.011	10.896
Si	13.679	2.739	10.887
Si	10.934	5.462	10.905
Si	13.669	8.194	10.914
Si	10.926	10.93	10.922
Si	13.678	13.671	10.916
Si	1.378	1.376	12.281
Si	4.108	4.106	12.293
Si	1.373	6.822	12.263
Si	4.095	9.563	12.269
Si	1.382	12.304	12.28
Si	4.105	15.047	12.295
Si	6.826	1.377	12.298
Si	9.557	4.113	12.292
Si	6.821	6.835	12.292
Si	9.542	9.568	12.278
Si	6.814	12.308	12.263
Si	9.56	15.06	12.262
Si	12.3	1.386	12.258
Si	15.042	4.101	12.256
Si	12.296	6.819	12.28
Si	15.04	9.56	12.278
Si	12.289	12.31	12.268
Si	15.046	15.05	12.265
Si	16.39	2.732	13.634
Si	2.725	0.012	13.668
Si	16.389	8.159	13.637
Si	2.712	5.449	13.651
Si	0.002	13.68	13.631
Si	2.72	10.907	13.649
Si	5.436	2.726	13.681
Si	8.187	16.402	13.655
Si	5.423	8.181	13.648
Si	8.169	5.469	13.67
Si	5.45	13.653	13.657
Si	8.143	10.924	13.628
Si	10.924	2.733	13.643
Si	13.668	0.02	13.614
Si	10.896	8.177	13.625
Si	13.662	5.436	13.638
Si	10.909	13.683	13.616
Si	13.651	10.936	13.623
Si	1.357	4.064	15.018
Si	4.048	1.386	15.078
Si	1.341	9.523	15.006
Si	4.042	6.827	15.023
Si	1.334	15.061	15.023
Si	4.079	12.273	15.022
Si	6.782	4.111	15.042
Si	9.539	1.384	15.016
Si	6.767	9.562	15.004
Si	9.519	6.854	15.035
Si	6.81	15.03	15.017
Si	9.49	12.332	14.95
Si	12.29	4.082	15.023
Si	15.008	1.385	15.001
Si	12.268	9.549	14.957
Si	15.03	6.781	15.015
Si	12.287	15.06	14.956
Si	15.016	12.32	14.979
Si	16.385	0.07	16.395
Si	2.644	2.731	16.491
Si	16.38	5.375	16.398
Si	2.662	8.148	16.428
Si	16.322	10.876	16.317
Si	2.682	13.64	16.35
Si	5.442	16.392	16.394
Si	8.177	2.766	16.394
Si	5.355	5.444	16.404
Si	8.104	8.219	16.397
Si	5.396	10.872	16.42
Si	8.136	13.635	16.392
Si	10.899	16.38	16.342
Si	13.606	2.672	16.417
Si	10.916	5.477	16.358
Si	13.624	8.165	16.319
Si	10.85	10.935	16.241
Si	13.678	13.746	16.32
Si	1.264	1.37	17.905
Si	3.958	4.157	17.837
Si	1.292	6.741	17.827
Si	3.984	9.537	17.834
Si	1.235	12.282	17.648
Si	4.053	14.982	17.78
Si	6.802	1.388	17.815
Si	9.551	4.17	17.758
Si	6.684	6.839	17.752
Si	9.469	9.67	17.706
Si	6.779	12.23	17.761
Si	9.577	14.98	17.693
Si	12.183	1.315	17.802
Si	15.025	3.982	17.8
Si	12.279	6.83	17.706
Si	14.95	9.518	17.69
Si	12.257	12.308	17.518
Si	14.958	15.189	17.747
Si	16.21	2.559	19.413
Si	2.714	16.397	19.161
Si	16.214	8.093	19.105
Si	2.601	5.392	19.361
Si	16.374	13.784	18.926
Si	2.454	10.895	19.102
Si	5.393	2.883	19.146
Si	8.253	16.321	19.07
Si	5.297	8.109	19.238
Si	8.174	5.602	19.063
Si	5.334	13.443	19.135
Si	8.101	10.984	19.243
Si	10.839	2.749	19.144
Si	13.486	16.38	19.274
Si	10.941	8.328	18.946
Si	13.654	5.428	19.042
Si	10.951	13.569	18.962
Si	13.573	10.981	18.887
Si	0.975	4.212	20.679
Si	4.512	1.109	20.431
Si	1.247	9.3	20.465
Si	3.6	7.092	20.748
Si	1.616	14.714	20.366
Si	3.657	12.337	20.48
Si	7.028	4.052	20.381
Si	9.174	1.626	20.4
Si	6.879	9.329	20.484
Si	9.279	7.366	20.259
Si	6.52	15.15	20.208
Si	9.897	12.086	20.436
Si	12.464	3.944	20.371
Si	14.374	1.477	20.928
Si	12.096	9.845	20.328
Si	15.148	6.485	20.541
Si	12.433	14.6	20.484
Si	14.734	12.619	20.059
Si	1.016	2.635	23.366
Si	3.696	7.554	23.75
Si	14.493	7.058	23.595
Si	4.819	10.318	22.736
Si	11.396	11.789	24.945
Si	1.215	11.723	28.583
Si	8.085	4.494	23.035
Si	1.103	16.084	23.1
Si	10.731	5.639	22.292
Si	15.023	1.002	23.835
Si	8.391	6.094	25.61
Si	12.209	5.761	24.914
Si	8.843	13.396	24.741
Si	13.244	9.771	23.311
Si	0.605	3.766	26.178
Si	0.801	6.871	25.196
Si	0.885	11.879	24.879
Si	6.28	12.187	24.816
Si	16.134	13.696	26.757
Si	5.712	7.419	26.227
Si	5.901	16.349	22.841
Si	9.853	0.938	26.082
Si	6.535	10.288	27.113
Si	4.983	14.937	25.429
Si	13.915	14.324	28.577
Si	13.835	2.092	31.378
Si	10.782	7.624	26.872
Si	15.999	10.937	22.422
Si	11.977	0.15	28.016
Si	15.604	0.243	29.57
Si	14.957	4.388	33.286
Si	10.542	3.96	26.437
Si	14.27	6.265	30.964
Si	14.753	1.514	26.936
Si	7.908	14.202	29.65
Si	11.514	5.663	33.494
Si	8.552	11.155	29.281
Si	11.349	10.609	27.778
Si	8.605	1.479	23.395
Si	10.098	16.306	30.661
Si	10.859	13.808	22.892
Si	9.162	1.747	32.797
Si	7.62	15.443	26.842
Si	15.016	10.221	32.066
Si	2.21	4.337	28.712
Si	7.405	4.122	33.431
Si	1.504	8.961	35.64
Si	1.267	9.449	26.75
Si	0.784	15.384	31.885
Si	2.157	14.451	25.415
Si	4.602	6.421	28.914
Si	2.375	12.691	31.24
Si	12.235	4.35	30.883
Si	13.679	0.39	35.28
Si	13.338	11.494	29.995
Si	15.195	7.944	36.839
Si	8.15	11.128	32.413
Si	4.994	0.651	31.45
Si	0.736	6.529	30.243
Si	2.925	8.509	30.428
Si	5.048	14.062	31.103
Si	6.013	3.255	31.041
Si	3.573	10.393	28.064
Si	6.791	2.527	40.469
Si	6.605	13.405	33.553
Si	11.815	0.516	32.987
Si	1.957	16.351	34.503
Si	3.172	3.019	31.166
Si	12.809	8.133	32.509
Si	13.147	12.281	32.871
Si	14.869	14.406	33.769
Si	12.864	4.383	40.264
Si	2.895	6.258	35.448
Si	3.116	10.634	37.571
Si	4.546	16.016	35.816
Si	10.334	5.537	28.878
Si	10.231	9.354	33.35
Si	9.182	12.221	36.838
Si	6.567	8.848	40.017
Si	8.708	6.715	32.576
Si	14.477	5.328	38.095
Si	13.894	3.303	35.955
Si	1.713	10.114	32.692
Si	14.045	10.629	37.556
Si	15.577	1.231	40.38
Si	2.605	5.556	38.254
Si	1.02	14.888	36.917
Si	12.798	9.292	39.788
Si	1.494	4.932	32.935
Si	12.556	15.116	37.32
Si	5.727	9.001	37.259
Si	7.705	4.177	36.334
Si	6.893	10.923	35.033
Si	6.832	16.393	34.011
Si	7.549	5.615	29.918
Si	9.52	15.021	37.623
Si	12.431	7.297	37.297
Si	2.272	1.056	37.019
Si	14.883	13.356	36.499
Si	11.661	10.938	35.4
Si	5.272	5.818	37.038
Si	3.81	7.254	40.269
Si	3.751	13.43	37.271
Si	8.709	1.656	37.986
Si	11.416	3.134	37.884
Si	10.395	5.505	36.319
Si	9.413	12.87	39.738
Si	1.492	2.919	39.321
Si	13.286	15.589	40.242
Si	3.601	12.428	39.919
O	2.032	5.676	36.726
O	3.836	0.538	36.974
O	2.224	2.338	37.981
O	2.324	2.581	40.698
O	1.612	4.536	39.053
O	1.05	4.475	41.969
O	3.053	8.388	41.121
O	4.109	5.874	41.097
O	1.109	9.989	41.812
O	5.299	7.821	39.93
O	1.484	14.956	0.138
O	2.564	13.341	40.78
O	7.002	15.25	41.554
O	12.058	16.135	41.172
O	5.9	1.25	41.05
O	5.824	3.878	40.506
O	9.759	6.769	41.718
O	7.951	8.104	40.456
O	6.343	9.937	41.216
O	10.985	15.253	36.935
O	8.145	13.047	40.745
O	8.015	3.084	41.397
O	10.597	12.225	40.68
O	14.271	0.43	39.803
O	13.051	3.695	41.712
O	11.716	5.501	40.617
O	16.361	2.304	39.402
O	15.437	6.66	41.848
O	10.936	7.023	36.677
O	10.686	11.922	36.268
O	11.625	9.766	40.818
O	14.026	14.324	40.969
O	12.644	14.948	38.914
O	1.458	3.697	22.213
O	16.299	5.417	21.059
O	6.477	15.162	21.863
O	5.483	16.358	19.752
O	0.395	9.624	21.864
O	0.649	11.815	23.291
O	3.83	9.146	23.318
O	3.96	6.714	22.351
O	4.915	1.008	22.054
O	16.083	16.162	23.886
O	0.851	15.453	21.628
O	2.081	15.109	23.936
O	6.847	4.622	21.957
O	9.511	4.569	22.239
O	7.938	2.698	20.591
O	7.493	12.877	23.967
O	6.096	9.746	21.882
O	8.134	8.34	20.987
O	10.255	6.97	21.517
O	11.15	6.181	23.758
O	3.504	15.036	26.122
O	9.926	12.85	21.918
O	9.707	14.473	23.86
O	11.997	4.885	21.634
O	13.471	2.852	21.079
O	14.118	0.786	22.476
O	1.723	1.197	23.01
O	12.792	9.443	21.779
O	10.83	10.779	20.806
O	14.449	6.98	21.966
O	13.746	5.797	24.359
O	13.663	13.559	20.935
O	11.658	14.877	21.955
O	15.673	11.833	21.133
O	14.64	10.635	23.272
O	1.372	3.103	24.883
O	3.629	5.15	28.563
O	2.421	8.24	20.929
O	16.032	7.152	24.1
O	0.679	7.96	26.435
O	14.42	1.033	25.371
O	4.034	11.42	21.811
O	0.613	10.265	28.043
O	12.05	10.472	24.2
O	15.972	12.602	25.554
O	0.293	12.947	28.085
O	1.727	3.628	27.343
O	7.586	10.24	28.336
O	5.098	10.703	27.727
O	2.685	13.595	21.016
O	5.268	13.344	25.321
O	8.428	0.435	26.67
O	12.487	15.019	28.265
O	15.586	2.979	26.645
O	15.792	2.406	23.423
O	6.419	8.891	26.294
O	9.724	0.985	24.472
O	11.741	11.678	26.56
O	12.009	6.832	26.13
O	9.758	12.039	24.985
O	8.377	14.197	26.09
O	13.243	1.234	27.688
O	11.893	13.029	23.956
O	8.709	5.455	28.792
O	0.142	4.386	33.664
O	2.25	7.109	24.433
O	0.479	5.38	25.818
O	13.632	8.371	24.048
O	5.436	11.093	24.009
O	1.037	10.356	25.413
O	6.99	11.463	26.092
O	0.842	14.824	26.32
O	14.692	14.311	27.129
O	6.933	6.328	26.303
O	10.179	2.42	26.624
O	4.864	7.229	24.848
O	7.211	0.637	23.514
O	8.129	3.019	23.736
O	8.027	5.793	24.035
O	13.255	0.928	32.342
O	10.705	7.062	28.413
O	9.115	15.012	30.412
O	4.976	15.656	23.978
O	12.221	4.567	32.515
O	11.078	0.03	26.647
O	7.503	15.139	28.406
O	8.792	5.387	36.07
O	15.792	0.716	27.982
O	10.051	10.865	28.724
O	11.472	9.041	32.334
O	13.096	7.39	31.087
O	11.78	4.239	25.389
O	13.447	13.876	33.13
O	6.097	15.676	26.331
O	14.708	15.288	29.614
O	14.847	1.492	30.276
O	14.728	5.785	32.465
O	14.68	3.133	32.292
O	9.165	4.734	26.06
O	11.057	4.494	27.87
O	15.548	6.843	30.173
O	13.556	5.031	30.176
O	13.811	12.85	29.221
O	0.502	16.232	30.497
O	1.363	11.954	30.179
O	6.514	13.877	30.425
O	7.25	4.075	30.391
O	10.138	5.999	32.734
O	12.262	0.088	34.5
O	8.428	12.765	29.116
O	11.129	9.201	26.974
O	9.391	7.353	26.008
O	2.189	12.813	25.22
O	9.162	1.138	31.26
O	3.411	9.806	29.574
O	11.109	15.889	31.914
O	12.502	2.758	30.665
O	8.182	0.886	33.811
O	10.723	1.701	33.283
O	9.406	1.216	21.99
O	6.096	9.765	35.86
O	12.555	10.61	28.872
O	14.558	10.522	30.514
O	2.275	3.121	29.809
O	2.357	5.73	34.038
O	6.143	6.116	29.313
O	6.005	1.664	30.608
O	2.71	9.01	31.974
O	1.191	5.967	31.709
O	4.012	7.31	30.165
O	2.884	9.34	27.005
O	3.885	12.995	30.633
O	1.377	0.04	32.998
O	5.26	13.742	32.696
O	4.611	15.616	30.787
O	8.128	10.737	30.821
O	9.019	8.224	33.183
O	9.661	10.813	32.909
O	10.873	5.027	30.319
O	1.194	15.129	35.302
O	14.161	9.009	32.798
O	14.772	15.816	34.589
O	0.201	9.929	32.088
O	12.525	11.973	31.368
O	12.305	3.259	39.231
O	15.12	1.999	41.749
O	1.785	1.302	35.451
O	6.172	12.383	34.77
O	4.463	5.796	35.602
O	2.72	7.878	35.521
O	1.496	7.922	29.891
O	2.735	11.799	27.961
O	2.841	11.22	39.088
O	1.562	9.844	34.286
O	1.773	9.983	36.9
O	3.566	16.013	34.496
O	4.634	14.474	36.388
O	1.839	14.176	31.636
O	7.611	5.751	33.337
O	4.726	7.249	27.51
O	1.049	5.403	29.118
O	8.196	11.278	35.963
O	6.722	9.453	38.494
O	7.257	14.818	34.031
O	7.777	12.701	32.636
O	10.965	0.411	29.325
O	6.144	3.471	32.649
O	14.325	4.908	39.675
O	15.871	14.655	32.52
O	11.204	5.046	34.971
O	8.153	6.681	31.025
O	14.623	11.553	32.927
O	12.441	7.009	33.655
O	13.318	13.847	36.614
O	8.803	13.832	36.725
O	15.076	9.354	37.648
O	15.938	14.338	37.283
O	6.012	0.219	35.429
O	0.22	0.098	40.894
O	2.334	11.626	32.493
O	2.37	3.669	32.413
O	4.365	13.363	38.799
O	4.21	9.439	37.649
O	1.278	16.32	37.673
O	8.3	2.75	36.841
O	9.94	1.307	41.766
O	6.994	3.782	34.948
O	4.528	3.86	30.76
O	10.848	9.594	34.871
O	9.122	11.882	38.455
O	3.597	1.501	31.606
O	5.785	7.372	37.157
O	13.358	10.654	39.048
O	14.386	1.866	35.345
O	10.324	1.948	38.207
O	14.787	4.013	37.155
O	13.652	7.743	36.256
O	14.064	4.321	34.67
O	12.41	2.943	36.582
O	12.277	8.309	38.573
O	0.054	8.17	35.812
O	14.98	11.914	37.237
O	12.899	10.504	36.383
O	13.902	8.489	40.695
O	15.487	6.598	37.776
O	2.172	13.85	37.393
O	2.716	6.972	39.068
O	12.945	5.814	37.765
O	5.782	0.339	32.83
O	6.544	4.832	37.258
O	3.726	11.89	36.684
O	15.505	12.186	41.771
O	4.641	11.901	41.043
O	8.744	3.321	32.912
O	8.673	0.035	37.633
O	12.209	11.73	34.082
O	15.311	13.304	34.923
O	7.587	1.96	39.141
O	10.594	4.502	37.583
O	4.216	5.193	38.139
O	7.185	10.335	33.514
O	13.363	0.044	36.842
O	9.722	14.379	39.133
Si	0.104	0.004	5.51
Si	2.84	2.761	5.459
Si	0.088	5.495	5.478
Si	2.849	8.196	5.445
Si	0.043	10.959	5.509
Si	2.833	13.723	5.493
Si	5.579	0.003	5.446
Si	8.271	2.743	5.401
Si	5.577	5.476	5.393
Si	8.252	8.223	5.327
Si	5.592	10.921	5.374
Si	8.307	13.608	5.397
Si	11.032	16.358	5.452
Si	13.74	2.748	5.515
Si	10.922	5.556	5.419
Si	13.67	8.259	5.478
Si	10.946	10.946	5.404
Si	13.707	13.633	5.458
Si	1.459	1.403	6.841
Si	4.205	4.134	6.801
Si	1.454	6.861	6.828
Si	4.199	9.592	6.783
Si	1.431	12.342	6.829
Si	4.198	15.076	6.84
Si	6.915	1.39	6.802
Si	9.595	4.137	6.78
Si	6.914	6.862	6.756
Si	9.583	9.573	6.763
Si	6.921	12.277	6.782
Si	9.62	15.011	6.792
Si	12.356	1.356	6.834
Si	15.109	4.128	6.844
Si	12.301	6.876	6.815
Si	15.056	9.594	6.849
Si	12.315	12.285	6.81
Si	15.088	15.02	6.82
Si	0.06	2.746	8.197
Si	2.803	0.018	8.2
Si	0.04	8.211	8.178
Si	2.806	5.471	8.176
Si	0.042	13.671	8.203
Si	2.796	10.941	8.158
Si	5.532	2.742	8.174
Si	8.251	16.396	8.16
Si	5.531	8.2	8.15
Si	8.229	5.484	8.162
Si	5.543	13.655	8.16
Si	8.241	10.916	8.174
Si	10.954	2.748	8.151
Si	13.718	16.39	8.189
Si	10.931	8.226	8.177
Si	13.686	5.491	8.164
Si	10.962	13.657	8.184
Si	13.676	10.942	8.205
Si	1.42	4.117	9.547
Si	4.153	1.391	9.557
Si	1.407	9.583	9.533
Si	4.152	6.847	9.535
Si	1.41	15.051	9.55
Si	4.142	12.314	9.531
Si	6.868	4.12	9.545
Si	9.587	1.385	9.532
Si	6.859	9.567	9.541
Si	9.576	6.846	9.545
Si	6.87	15.043	9.537
Si	9.582	12.299	9.546
Si	12.315	4.114	9.525
Si	15.074	1.375	9.542
Si	12.3	9.573	9.559
Si	15.055	6.848	9.537
Si	12.324	15.037	9.544
Si	15.056	12.307	9.558

Results
total energy: -154802.024 eV
total energy less fixed offsets of O -438.35, Si -107.03 eV per atom: 13.516 eV

Forces (eV/angstrom) on atoms 104 to 388 of the 654, counted in the order above; the others are left out for length: element, x, y, z
Si	0.028	0.006	-0.004
Si	-0.019	-0.031	-0.012
Si	0	-0.008	-0.006
Si	-0.002	-0.052	0
Si	-0.041	-0.034	0.002
Si	-0.041	0.025	-0.016
Si	-0.034	0.073	-0.001
Si	0.037	0.006	0.013
Si	0.018	-0.003	-0.024
Si	0.013	0.016	0.012
Si	0.03	-0.007	0.017
Si	0.003	0.046	-0.005
Si	0.012	-0.026	-0.014
Si	0.031	-0.001	-0.011
Si	-0.043	0.032	0.01
Si	0.016	-0.016	-0.013
Si	0	0.055	-0.016
Si	0.01	-0.027	0.005
Si	0.018	-0.028	-0.025
Si	0.02	0.053	0
Si	0.015	-0.005	0.016
Si	-0.034	0.022	0.008
Si	-0.036	0.081	0.016
Si	-0.067	0.044	0.021
Si	0.039	-0.133	0.09
Si	-0.012	0.002	0.035
Si	-0.017	0.024	0.035
Si	-0.015	-0.105	0.05
Si	-0.013	0.023	0.023
Si	0.027	-0.047	0.021
Si	-0.004	0.052	0.028
Si	-0.013	-0.005	0.018
Si	-0.009	-0.027	0.037
Si	-0.022	0.096	0.05
Si	0.084	-0.062	-0.037
Si	-0.027	-0.005	0.03
Si	0.038	0.015	0.039
Si	-0.043	-0.052	-0.003
Si	-0.007	-0.014	0.034
Si	-0.002	0.054	-0.004
Si	-0.008	-0.049	-0.025
Si	-0.186	0.039	-0.082
Si	-0.033	-0.034	-0.044
Si	0.042	-0.027	0.17
Si	-0.024	-0.022	0.166
Si	0.048	0.076	-0.004
Si	0.098	0.121	0.193
Si	-0.026	0.002	0.327
Si	-0.121	-0.135	0.314
Si	0.091	0.075	-0.038
Si	0.015	0.005	0.093
Si	-0.056	-0.044	-0.006
Si	0.005	0.023	-0.022
Si	0.042	-0.021	0.001
Si	0.069	0.04	0.143
Si	0.003	-0.077	-0.038
Si	-0.012	0.044	-0.035
Si	-0.139	0.104	0.081
Si	-0.036	-0.058	0.061
Si	-0.029	-0.038	0.09
Si	0.027	0.009	0.059
Si	-0.001	0.049	-0.042
Si	-0.031	0.044	-0.018
Si	0.004	-0.084	-0.173
Si	0.062	0.014	-0.338
Si	0.067	0.04	-0.484
Si	-0.088	-0.012	-0.198
Si	-0.082	0.049	-0.044
Si	0.182	0.213	-0.084
Si	-0.037	0.041	-0.001
Si	-0.019	0.107	-0.01
Si	0.015	0.126	-0.031
Si	-0.004	-0.097	-0.011
Si	-0.012	-0.026	0.075
Si	0.113	-0.06	0.034
Si	-0.071	-0.1	-0.21
Si	-0.018	0.149	-0.093
Si	-0.077	0.139	0.394
Si	0.191	0.01	0.361
Si	-0.024	-0.098	0.169
Si	-0.087	0.189	0.106
Si	0.081	-0.074	0.197
Si	-0.001	-0.129	0.244
Si	0.143	0.016	0.201
Si	-0.103	-0.066	0.13
Si	-0.13	0.053	0.178
Si	0.224	0.127	0.275
Si	-0.126	0.043	0.166
Si	0.158	-0.141	0.226
Si	0.064	0.028	0.219
Si	0.015	-0.1	0.418
Si	-0.096	-0.025	0.071
Si	0.032	-0.033	0.14
Si	0.054	-0.01	0.33
Si	-0.042	0.004	0.281
Si	-0.077	-0.092	0.103
Si	-0.415	-0.192	-0.284
Si	-0.088	0	-0.255
Si	0.175	-0.098	-0.102
Si	-0.046	0.079	0.048
Si	-0.082	-0.006	0.044
Si	-0.224	0.198	0.22
Si	0.07	-0.16	0.254
Si	0.126	-0.122	0.07
Si	-0.076	-0.169	0.016
Si	0.269	0	-0.134
Si	-0.054	-0.008	0.092
Si	-0.111	0.043	-0.216
Si	-0.181	-0.056	-0.345
Si	0.097	-0.034	0.278
Si	-0.219	0.183	-0.004
Si	-0.048	0.137	0.063
Si	0.084	-0.114	0.302
Si	-0.082	-0.013	0.079
Si	-0.175	0.005	0.167
Si	-0.003	-0.104	0.242
Si	0.148	0.099	-0.21
Si	-0.084	0	-0.156
Si	-0.067	0.005	-0.265
Si	-0.147	0.165	0.167
Si	0.114	-0.218	0.194
Si	0.032	0.121	0.094
Si	0.077	0.12	0.157
Si	0.148	0.041	-0.02
Si	0.256	-0.088	0.141
Si	-0.034	-0.049	0.09
Si	-0.164	0.082	0.182
Si	-0.284	0.173	-0.11
Si	-0.05	-0.086	-0.016
Si	-0.005	0.093	0.104
Si	0.074	0.194	-0.008
Si	0.048	-0.113	-0.318
Si	0.139	-0.022	-0.076
Si	0.029	-0.099	0.333
Si	-0.053	0.06	-0.054
Si	0.05	0.002	-0.266
Si	0.039	-0.103	0.166
Si	0.042	0.002	-0.2
Si	-0.08	-0.024	0.065
Si	0.063	0.007	-0.224
Si	-0.114	0.022	-0.002
Si	0.052	0.129	-0.244
Si	0.005	-0.089	-0.203
Si	-0.054	-0.039	0.241
Si	0.11	-0.017	-0.271
Si	0.03	-0.138	-0.042
Si	0.019	0.125	-0.127
Si	-0.049	0.083	-0.268
Si	0.031	-0.087	0.335
Si	-0.023	-0.02	-0.193
Si	-0.013	0.01	-0.423
Si	0.104	0.018	0.018
Si	0.123	0.039	-0.186
Si	-0.009	-0.019	0.13
Si	-0.002	-0.024	0.123
Si	0.067	-0.109	-0.398
Si	-0.038	0.064	0.137
Si	-0.001	0.003	-0.12
Si	-0.017	0.014	0.252
Si	-0.131	-0.15	0.272
Si	-0.193	-0.082	-0.214
Si	-0.118	0.05	0.057
Si	0.034	-0.032	0.205
Si	-0.022	0.045	-0.209
Si	-0.09	-0.062	-0.104
Si	-0.082	-0.036	-0.094
Si	0.004	0.096	0.204
Si	-0.141	0.019	-0.058
Si	0.184	0.047	0.019
Si	-0.121	0.029	0.035
Si	0.075	0.039	-0.039
Si	0.016	-0.126	0.016
Si	0.013	-0.01	-0.156
Si	0.065	0.036	0.019
Si	0.005	0.023	-0.043
Si	0.067	-0.015	-0.355
Si	0.115	-0.234	0.014
Si	0.021	0.025	0.173
Si	0.006	-0.006	0.193
Si	-0.052	0.001	0.151
Si	0.039	0.063	-0.046
Si	0.041	-0.042	0.04
Si	-0.021	0.061	0.136
Si	-0.046	0.071	0.282
Si	0.031	0.034	-0.116
Si	-0.061	-0.05	0.205
Si	-0.018	0.086	-0.105
Si	-0.096	0.048	0.25
Si	0.118	0.039	-0.269
Si	0.075	0.057	0.219
Si	0.006	0.182	-0.087
Si	0.02	0.164	-0.136
Si	-0.08	-0.069	0.048
Si	0.085	0.016	-0.251
Si	-0.049	-0.068	0.261
Si	-0.042	-0.024	0.252
Si	0.085	-0.012	-0.115
Si	0.113	-0.02	-0.059
Si	0.01	-0.278	-0.118
Si	-0.098	-0.003	0.129
Si	0.117	-0.005	-0.064
Si	-0.041	0.028	0.135
Si	-0.038	0.051	-0.061
Si	-0.121	-0.048	-0.02
Si	0.089	-0.02	0.258
Si	-0.059	-0.016	0.288
Si	-0.041	0.125	0.179
Si	-0.015	-0.03	-0.166
Si	0.02	0.092	-0.105
Si	-0.023	-0.02	-0.001
Si	-0.01	0.013	0.149
Si	-0.044	0.081	0.162
Si	0.055	0.093	0.208
Si	-0.063	-0.093	0.041
Si	-0.249	0.082	-0.022
Si	-0.082	0.106	-0.136
Si	0.246	0.043	-0.009
Si	-0.115	-0.053	-0.22
Si	-0.007	-0.016	0.134
Si	0.06	0.101	-0.256
Si	0.119	0.127	-0.035
Si	-0.138	-0.142	0.325
Si	-0.16	0.003	-0.177
O	0.104	-0.09	0.144
O	0.094	-0.186	0.098
O	0.021	-0.122	-0.045
O	-0.177	-0.231	0.169
O	0.035	0.023	-0.199
O	-0.072	-0.075	-0.019
O	0.307	-0.239	-0.168
O	-0.037	0.15	-0.192
O	0.288	-0.135	0.566
O	-0.008	-0.039	-0.3
O	-0.117	0.194	0.074
O	0.011	-0.272	0.33
O	-0.02	-0.139	0.51
O	-0.205	0.058	-0.169
O	-0.184	0.152	0.055
O	-0.193	0.17	0.197
O	-0.243	0.017	0.082
O	-0.096	0.238	-0.217
O	-0.152	-0.045	0.217
O	0.103	0.025	-0.216
O	-0.114	0.098	0.138
O	0.096	-0.093	0.026
O	-0.063	-0.204	0.432
O	-0.033	0.098	0.174
O	0.155	-0.279	0.011
O	-0.143	-0.156	-0.045
O	-0.183	-0.052	-0.113
O	0.123	-0.023	0.323
O	0.055	-0.129	-0.354
O	0.021	0.107	0.212
O	-0.193	-0.179	-0.128
O	-0.176	0.229	-0.127
O	-0.043	-0.055	0.317
O	-0.01	-0.191	-0.483
O	0.266	-0.186	-0.202
O	0.193	-0.173	-0.32
O	-0.069	0.025	0.004
O	0.292	0.045	-0.194
O	0.136	-0.096	-0.252
O	0.094	0.183	0.262
O	-0.112	-0.065	-0.39
O	-0.126	0.293	-0.408
O	-0.251	-0.227	-0.087
O	-0.097	0.204	-0.044
O	-0.106	0.15	-0.116
O	-0.189	-0.219	-0.529
O	0.115	-0.145	-0.217
O	0.13	-0.053	0.019
O	0.188	0.284	-0.111
O	-0.172	-0.047	-0.181
O	-0.206	0.045	-0.668
O	0.086	0.037	-0.015
O	-0.208	-0.035	-0.121
O	-0.059	-0.031	-0.108
O	-0.264	-0.195	-0.1
O	0.124	-0.001	0.091
O	-0.072	-0.016	0.099
O	0.219	-0.219	-0.292
O	-0.11	-0.225	-0.628
O	-0.035	0.042	-0.385
O	0.104	-0.065	-0.481
O	0.183	-0.091	-0.395
